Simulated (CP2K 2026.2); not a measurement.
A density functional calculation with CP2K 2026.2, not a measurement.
Periodic cell of 432 atoms, Si324O108, from a study of silicon, its oxide and their interface. The atomic structure is a simulated model.
Doubt: the forces sum to 2.63 eV/angstrom along one axis rather than to zero, so they err by at least 0.0061 eV/angstrom per atom on average; the grid cutoff is modest.

Settings: functional PBE; method Gaussian and plane waves; basis set DZVP-MOLOPT-SR-GTH; pseudopotentials GTH-PBE; grid cutoff 350 Ry, relative cutoff 50 Ry; k points Gamma only; occupations fixed; spin none; net charge 0.

Cell vectors (angstrom)
a 16.32 0 0
b 0 16.32 0
c -3.2629 5.2868 29.5623

Atoms and the computed forces on them: element, x, y, z (angstrom), force x, y, z (eV/angstrom)
Si -1.5709 20.0685 29.4293 -0.2548 0.0661 0.7141
Si 4.3931 1.0012 0.0098 -0.1352 0.2967 0.7436
Si 1.1664 4.4004 0.1499 0.0307 -0.1588 0.7106
Si 4.1683 6.6522 0.2296 -0.09 0.1906 0.7264
Si -2.15 15.1255 29.5573 -0.011 -0.2923 0.8036
Si 0.5598 17.7378 29.4113 0.2322 -0.1503 0.7322
Si 6.6671 15.1541 0.1529 0.0656 -0.2219 0.7254
Si 9.7958 1.1381 0.0278 -0.0948 0.0539 0.683
Si 6.4477 4.5081 0.2176 0.0534 -0.2381 0.8038
Si 9.1604 6.9546 0.1083 0.2994 0.0004 0.776
Si 7.049 9.2214 0.1582 -0.0393 0.1619 0.7591
Si 6.5665 17.2877 29.5422 -0.1932 0.1278 0.7411
Si 8.7473 20.5125 29.5133 0.1629 -0.1519 0.688
Si 14.7157 1.6329 0.1828 0.1033 -0.096 0.7797
Si 12.5069 3.7408 0.3445 -0.0144 0.0087 0.7791
Si 11.769 11.6319 29.544 -0.0288 0.3562 0.6636
Si 12.0871 9.8171 0.0273 -0.005 -0.2081 0.7051
Si 15.1656 12.0009 0.0211 -0.0509 0.2218 0.7487
Si 2.7899 16.2534 1.3383 -0.0114 -0.0099 -0.0596
Si 5.397 2.7243 1.3116 -0.0154 -0.0279 -0.0353
Si 2.6565 5.4925 1.5478 0.0274 -0.0141 -0.0164
Si 5.4283 8.1737 1.4771 0.0278 0.0125 -0.0521
Si 2.6827 10.9652 1.3207 0.011 0.0238 -0.0318
Si 5.4151 13.5352 1.2825 -0.0389 0.0033 -0.0249
Si 8.2147 16.3556 1.3931 0.0114 0.0177 -0.0311
Si 10.8777 2.6046 1.5121 -0.0429 -0.0324 -0.0315
Si 8.0666 5.5035 1.5598 0.0363 0.0066 -0.0447
Si 10.9033 8.131 1.234 -0.0146 0.0132 -0.0604
Si 8.245 10.8529 1.33 0.0247 -0.0093 -0.0322
Si 10.9113 13.6205 1.3016 -0.0024 0.0096 -0.0349
Si 13.5486 16.33 1.3831 -0.0444 -0.0071 -0.0369
Si 0.0392 2.7528 1.4053 -0.0268 0.0016 -0.0632
Si 13.6611 5.3346 1.5621 -0.0033 0.0164 -0.0288
Si -0.1045 8.131 1.1502 -0.0061 -0.0058 -0.0557
Si 13.6105 10.9149 1.4114 0.029 0.0154 -0.0379
Si 0.0495 13.6447 1.2081 0.0245 0.0029 -0.0272
Si 1.401 1.3216 2.6758 0.0056 0.0054 -0.0114
Si 4.0309 4.0211 2.7606 0.0317 0.0129 0.0244
Si 1.2613 6.9137 2.7277 -0.0462 0.0293 0.0152
Si 4.0442 9.5989 2.7017 -0.0241 -0.0119 -0.0022
Si 1.3452 12.3094 2.6985 -0.0199 -0.0044 0.0053
Si 4.1117 14.9 2.7285 0.0306 0.0013 0.0118
Si 6.8246 1.4235 2.7059 -0.0336 -0.0005 0.0005
Si 9.4988 4.0652 2.7557 0.012 -0.0077 0.0052
Si 6.7336 6.8391 2.9102 -0.0132 -0.0005 0.0484
Si 9.5889 9.4914 2.7061 0.0047 -0.0236 0.0241
Si 6.8078 12.2006 2.6451 0.0266 0.0074 -0.0166
Si 9.5282 14.9261 2.7176 0.0026 -0.0184 0.0076
Si 12.2325 1.281 2.8652 0.0258 0.0226 0.0313
Si 15.0451 4.0349 2.8877 -0.0043 -0.0322 0.046
Si 12.2264 6.7985 2.6948 -0.0099 0.0143 -0.0069
Si 14.9413 9.4592 2.6683 0.0362 -0.0059 0.0192
Si 12.2731 12.3127 2.7239 -0.0119 0.0068 0.0173
Si 14.9875 14.9533 2.6325 -0.0055 -0.0065 -0.0151
Si 0.0079 16.3052 4.0322 0.0066 0.0092 -0.0092
Si 2.7013 2.6702 4.1114 0.0087 0.0106 0.0012
Si 0.0242 5.4903 4.1562 0.0035 -0.0115 -0.015
Si 2.6814 8.2298 4.0671 -0.0139 -0.0249 -0.0136
Si -0.0091 10.8705 4.0162 -0.0022 0.0186 -0.0294
Si 2.7192 13.6023 4.1008 -0.0043 0.0106 -0.0158
Si 5.4716 16.3198 4.0452 -0.011 -0.0026 -0.0303
Si 8.1475 2.7329 4.1292 -0.0187 -0.0232 -0.0065
Si 5.3758 5.4007 4.1488 0.0152 -0.0176 -0.013
Si 8.19 8.2 4.133 0.0071 0.0167 -0.0251
Si 5.4468 10.8974 4.0638 -0.0027 0.0144 -0.0144
Si 8.1416 13.5694 4.0438 0.011 0.0243 -0.0178
Si 10.8595 16.2441 4.1549 0.001 0.0073 -0.009
Si 13.6152 2.6799 4.1663 0.0006 -0.004 -0.0203
Si 10.8761 5.443 4.0773 0.0098 0.0036 -0.0023
Si 13.5834 8.149 4.0725 0.0336 -0.0128 -0.0096
Si 10.9142 10.8976 4.0584 -0.0182 -0.0253 -0.0269
Si 13.648 13.6302 4.0714 -0.0151 -0.0003 -0.002
Si 1.3266 14.9427 16.3312 -0.0093 -0.0212 0.0162
Si 4.0424 17.6455 16.2257 0.0009 0.0109 -0.0006
Si 1.3663 4.0965 16.2534 -0.0057 -0.009 0.0235
Si 4.1364 6.8463 16.3073 -0.0042 0.0161 0.0209
Si 1.3197 9.5168 16.288 -0.0049 0.0079 0.0207
Si 4.0792 12.2687 16.2494 0.009 0.0153 0.0078
Si 6.8126 14.9753 16.2861 -0.0176 -0.0181 0.0299
Si 9.5533 17.7342 16.3262 0.0057 -0.0205 0.0017
Si 6.8452 4.1081 16.3362 0.0428 0.0177 0.0457
Si 9.5352 6.7422 16.3337 -0.0221 -0.0033 0.0324
Si 6.8068 9.5107 16.3378 -0.009 0.0016 0.0068
Si 9.4906 12.1757 16.3235 0.0044 0.0108 -0.0096
Si 12.2175 14.9379 16.3254 0.0267 0.0015 0.0148
Si -1.404 17.6105 16.257 -0.0095 -0.0194 0.0213
Si 12.2141 4.0838 16.3734 0.0037 -0.0093 0.0132
Si -1.3704 6.802 16.3325 0.0197 0.0073 0.0185
Si 12.2901 9.5305 16.3611 -0.0248 0.0057 0.0226
Si -1.3442 12.2788 16.311 -0.0098 -0.0146 0.0039
Si 2.7185 16.3043 17.6368 0.0153 0.0054 0.0095
Si 5.4071 19.0065 17.5281 0.0088 -0.0069 -0.0271
Si 2.7265 5.5006 17.5868 -0.0245 -0.0052 -0.0244
Si 5.4973 8.1635 17.7478 -0.0105 -0.0563 0.0094
Si 2.6758 10.9355 17.561 -0.0049 0.0182 -0.0367
Si 5.4432 13.6076 17.6241 -0.0012 -0.0063 -0.0318
Si 8.1738 16.3681 17.623 -0.0049 -0.0081 -0.0444
Si 10.8597 19.0727 17.7855 -0.0171 -0.0065 0.0454
Si 8.1913 5.4494 17.803 -0.0186 -0.013 -0.0213
Si 10.9679 8.0574 17.6469 0.0261 -0.0172 -0.0434
Si 8.1432 10.8383 17.7369 0.0073 0.0246 -0.0069
Si 10.8426 13.5418 17.6454 0.0063 0.0027 -0.0282
Si 13.5797 16.2808 17.6995 0.0112 -0.0104 -0.0375
Si -0.0062 18.9793 17.514 0.0233 0.0058 -0.0394
Si 13.6094 5.4337 17.7123 -0.0051 0.0056 -0.0022
Si -0.0255 8.1708 17.6997 0.0163 0.0211 -0.0261
Si 13.6527 10.9584 17.7056 -0.0144 -0.007 -0.0327
Si -0.0489 13.6264 17.7498 -0.0101 0.028 0.011
Si 1.3226 17.6641 18.9228 -0.0384 -0.0232 0.0368
Si 4.0882 4.0805 18.8361 0.0056 -0.0073 0.0202
Si 1.3696 6.7963 19.0193 -0.0197 -0.007 0.0373
Si 4.0101 9.5736 18.896 0.0228 -0.0183 0.037
Si 1.4068 12.2973 19.0192 0.0109 0.0208 0.0639
Si 4.1263 15.0132 18.9983 0.0312 -0.0047 0.0229
Si 6.7735 17.7383 18.9268 0.007 -0.0017 0.03
Si 9.5584 4.1065 19.2605 -0.0174 0.0352 0.0427
Si 6.8362 6.8276 19.2258 0.0342 0.0012 0.0424
Si 9.5605 9.3726 18.9459 -0.0596 -0.0199 0.0241
Si 6.7304 12.2267 19.0526 -0.0329 -0.0008 0.0619
Si 9.4657 14.9198 18.9431 -0.021 -0.0135 0.0346
Si 12.2197 17.6417 19.0675 0.0118 -0.0074 0.0434
Si -1.3466 3.9559 18.9041 -0.0335 -0.0506 0.0373
Si 12.3409 6.8034 19.1567 -0.0153 0.0135 0.0574
Si -1.2993 9.622 19.0832 0.0636 0.0166 0.0351
Si 12.2405 12.284 19.0646 0.0319 0.0305 0.0262
Si -1.4164 14.9606 19.1768 -0.006 0.0124 0.0711
Si -0.1994 16.5973 20.3684 0.1301 -0.233 -0.7957
Si 2.5275 19.2546 20.1144 0.0862 -0.1738 -0.8002
Si 0.265 5.0584 20.1455 0 0.1879 -0.7647
Si 2.5306 8.4201 20.2681 0.058 -0.2313 -0.752
Si 0.3724 10.7108 20.3816 -0.2596 0.1683 -0.7137
Si 2.9659 13.4885 20.3178 -0.1632 0.1605 -0.7672
Si 5.6874 16.1998 20.3111 -0.2259 0.1067 -0.7212
Si 7.7599 19.3099 20.35 0.3045 -0.0138 -0.7879
Si 5.5221 5.1805 20.3044 0.0147 0.2442 -0.7355
Si 8.5889 7.8854 20.5041 -0.2428 0.002 -0.7211
Si 5.027 11.1353 20.2791 0.2224 -0.016 -0.7362
Si 7.8327 13.888 20.2787 0.0761 -0.1297 -0.7258
Si 10.9458 16.0864 20.2956 -0.0053 0.1393 -0.7002
Si 13.8595 18.7513 20.3328 -0.1383 0.1298 -0.8023
Si 10.8498 5.6561 20.594 0.1029 -0.2548 -0.7245
Si 13.4703 8.4923 20.4099 0.1439 -0.1971 -0.7461
Si 11.1218 10.5532 20.1559 0.001 0.1374 -0.7493
Si 13.2195 13.907 20.5111 0.2291 -0.1485 -0.6991
Si 3.9436 17.6562 22.4558 -0.016 -0.0667 -0.0661
Si 5.6837 10.7226 23.1673 0.026 -0.1012 -0.0005
Si -0.5562 13.5276 27.4351 0.0684 -0.0048 0.177
Si 10.6802 19.1776 27.4305 -0.1071 0.0287 0.1762
Si -0.729 5.395 23.075 -0.0595 -0.1936 0.0423
Si 12.7327 4.1885 22.7336 -0.0914 0.0034 -0.2107
Si 3.7243 6.6488 22.4915 0.0759 -0.0517 -0.0842
Si -1.6533 11.7694 25.3584 0.0527 0.0024 0.0367
Si 10.4767 11.3684 22.9488 0.0809 -0.0146 0.0764
Si 1.7666 15.4107 22.5462 0.1292 0.0902 -0.2158
Si -1.5222 8.1594 23.3005 -0.0022 0.1255 -0.1637
Si 11.1957 18.569 24.4899 0.0272 -0.0285 0.0623
Si 5.9508 6.2917 24.3198 -0.0745 -0.0977 -0.0136
Si 4.5194 19.858 24.6527 -0.1106 0.0794 -0.0957
Si 2.9453 11.3918 24.7159 -0.123 0.0898 -0.0623
Si 8.7939 15.3671 24.3734 0.0987 0.1607 -0.0139
Si 10.3871 9.2224 24.874 -0.0701 0.1282 -0.0193
Si 7.4348 10.436 27.6864 -0.0812 -0.0638 0.0307
Si 11.7315 15.6203 24.7397 -0.0969 -0.025 0.0585
Si 4.7018 18.6459 27.4828 -0.0108 -0.0693 0.1402
Si 2.5304 16.3141 27.4477 -0.0953 0.0641 0.0688
Si 1.8166 5.1833 24.381 0.1702 -0.0118 0.0166
Si 10.0351 14.6228 26.7348 -0.0597 -0.0141 0.0872
Si 12.8712 13.209 23.3859 0.0893 0.0604 -0.0867
Si 7.7063 8.4366 23.3986 0.0152 -0.0577 -0.1631
Si -1.5731 8.9761 26.8809 0.0967 0.015 0.204
Si 0.2346 10.8559 23.3602 0.0157 -0.0123 -0.1047
Si 12.7297 7.4923 25.611 0.0779 -0.0924 0.0601
Si 9.1087 17.5512 22.5098 -0.0265 -0.1357 -0.0906
Si 7.9658 12.7822 23.1232 0.0404 -0.0039 -0.0848
Si 12.8395 5.1746 27.4727 0.0868 0.0197 0.0388
Si 5.8947 7.8855 26.8357 0.062 0.0159 0.1922
Si 1.7335 14.2895 25.3391 0.0941 -0.0645 0.0836
Si 9.9664 11.6535 26.8415 0.0579 0.0148 0.1111
Si 0.8561 7.2387 26.6685 0.0554 -0.1374 -0.0141
Si 3.3002 9.2189 26.8747 0.0348 0.0033 -0.0072
Si 1.3558 14.9654 5.4339 -0.0029 -0.0012 0.0075
Si 4.0934 1.3271 5.4401 0.0128 -0.0009 -0.0109
Si 1.3788 4.0832 5.4659 -0.0131 0.0018 -0.0037
Si 4.0207 6.8188 5.4367 0.0026 -0.0113 -0.0072
Si 1.3426 9.5637 5.4419 0.0016 0.0011 -0.0042
Si 4.0886 12.2445 5.4413 0.0053 -0.0005 0.0022
Si 6.8116 14.9532 5.4182 -0.0078 0.0045 -0.0055
Si 9.5053 1.3394 5.4617 0.0115 0.0022 0.0036
Si 6.7822 4.0772 5.4885 -0.0078 0.01 0.0022
Si 9.5288 6.7986 5.4596 0.0004 0.0018 -0.0014
Si 6.799 9.5499 5.4511 -0.0016 -0.0067 0.0053
Si 9.5151 12.2255 5.4155 0.002 -0.0014 -0.0228
Si 12.2663 14.9283 5.4754 0.0006 0.0062 0.0066
Si 14.9901 1.3172 5.4667 0.0039 0.0022 0.0015
Si 12.2367 4.0833 5.4549 -0.0019 -0.0053 -0.0072
Si 14.9322 6.8099 5.4721 -0.002 0.0082 -0.0056
Si 12.2523 9.5323 5.4328 -0.0086 0.0037 -0.005
Si 14.9681 12.2234 5.4115 0.0184 -0.0035 -0.0015
Si 2.7204 16.3113 6.8037 -0.0029 0.0129 0.0029
Si 5.429 2.6977 6.8207 0.0084 -0.0066 -0.0021
Si 2.7141 5.4487 6.8295 0.0067 -0.0119 -0.0043
Si 5.4284 8.1617 6.78 0.0096 -0.0048 -0.0081
Si 2.7253 10.8904 6.8039 0.0019 -0.0031 0.0021
Si 5.4465 13.6093 6.7934 -0.0098 0.0059 0.0009
Si 8.1521 16.2997 6.8119 -0.0017 0.0064 0.0036
Si 10.8732 2.7135 6.8028 -0.0058 -0.0027 -0.0051
Si 8.1586 5.4453 6.8173 -0.0091 -0.0092 0.0046
Si 10.8931 8.1683 6.8007 0.0016 0.0029 -0.0044
Si 8.1606 10.8957 6.8084 -0.0065 0.0066 0.0028
Si 10.8795 13.5674 6.7984 0.0176 -0.0062 -0.0005
Si 13.6117 16.3022 6.8252 0.0016 -0.0058 0.0032
Si 0.0085 2.716 6.8099 -0.0047 0.0086 -0.0045
Si 13.5885 5.4386 6.8246 0.0076 0.014 0.0005
Si -0.0087 8.1808 6.7997 -0.0127 -0.0047 -0.0018
Si 13.6089 10.8825 6.7958 0.0013 -0.0023 0.0041
Si 0.0014 13.5873 6.783 0.0052 0.0021 -0.0053
Si 1.3702 17.6802 8.1661 0.0108 0.0104 -0.0017
Si 4.0808 4.0808 8.1715 0.0087 0.0184 0.0013
Si 1.342 6.8093 8.1669 -0.0035 -0.0127 0
Si 4.0809 9.5175 8.1539 -0.0094 -0.0027 -0.0061
Si 1.3623 12.245 8.1579 0.0044 0.0112 0.0027
Si 4.0824 14.9564 8.1611 -0.0011 -0.0053 0.0017
Si 6.7955 17.6624 8.1719 -0.0114 -0.0014 0.004
Si 9.5171 4.0742 8.1648 0.0116 -0.0037 -0.0022
Si 6.791 6.8102 8.1562 -0.0047 0 -0.0013
Si 9.521 9.5229 8.1558 -0.0118 -0.0007 0.0012
Si 6.8031 12.2532 8.1635 0.0069 0.007 0.0014
Si 9.5253 14.9413 8.1572 0.0111 0.008 -0.0043
Si 12.2403 17.6763 8.1611 0.0175 0.0155 -0.0052
Si 14.9597 4.0745 8.1664 -0.0077 -0.0199 -0.0015
Si 12.238 6.8072 8.1734 0.0036 -0.0081 0.0088
Si 14.9576 9.5259 8.1661 0.0158 0.0033 0.0058
Si 12.239 12.2223 8.1632 -0.0229 -0.0085 0.0065
Si 14.9665 14.9361 8.1654 -0.0133 -0.0052 0.0058
Si 0.0016 16.3134 9.5125 0.003 0.0014 -0.003
Si 2.7183 2.7254 9.5301 -0.0039 0.0003 0.0027
Si -0.0068 5.4412 9.5285 -0.0015 0.0109 0.003
Si 2.7197 8.1617 9.5168 0.0114 -0.004 -0.0027
Si 0.0012 10.8826 9.5167 -0.0059 -0.0067 -0.0065
Si 2.7224 13.5985 9.5165 -0.0003 0.0036 0
Si 5.4375 16.3113 9.5317 -0.0041 0.0071 0.001
Si 8.1591 2.7114 9.5192 -0.0025 -0.004 0.0022
Si 5.4441 5.4431 9.5211 0.0069 -0.018 0.0008
Si 8.1593 8.1646 9.5136 -0.0004 -0.0007 0.0031
Si 5.4456 10.8773 9.5105 0.0002 0.0016 0.0012
Si 8.1648 13.5979 9.5324 -0.0077 -0.0032 0.0049
Si 10.8814 16.3075 9.5132 -0.0097 -0.0068 0.0006
Si 13.5958 2.7177 9.52 0.0005 0.0117 0.0018
Si 10.8769 5.4383 9.5199 -0.0056 0.004 -0.0021
Si 13.6039 8.161 9.5298 -0.0056 0.0062 0.003
Si 10.8794 10.8703 9.5271 0.016 -0.0025 0
Si 13.5939 13.5887 9.5207 0.0089 0.0052 0.0029
Si 1.3584 14.9565 10.8706 0.0076 0.0036 0.0014
Si 4.0837 17.6863 10.8808 0.0015 0.0012 0.0051
Si 1.3553 4.0832 10.8905 0.0043 -0.0038 0.006
Si 4.0816 6.8029 10.878 -0.0007 -0.0042 -0.0043
Si 1.3619 9.5228 10.8737 -0.0002 0.0007 -0.0022
Si 4.0832 12.2337 10.8663 -0.0069 0.0007 -0.0068
Si 6.8021 14.9561 10.8921 -0.0015 0.0108 0.0066
Si 9.5185 17.6651 10.8712 0.0115 0.0035 -0.0087
Si 6.8089 4.0835 10.875 -0.0021 0.0079 0.0024
Si 9.5193 6.801 10.873 -0.0015 -0.007 -0.0021
Si 6.8068 9.5235 10.8788 0 0.0029 -0.0065
Si 9.5256 12.2347 10.8904 -0.0064 -0.0035 -0.002
Si 12.2378 14.9527 10.8815 0.0032 -0.0048 -0.0024
Si 14.9551 17.6736 10.87 -0.0093 0.008 -0.0069
Si 12.2396 4.0821 10.8785 0.0013 -0.0002 -0.0029
Si 14.959 6.7998 10.8934 -0.0045 -0.0088 0.0086
Si 12.2356 9.5109 10.8874 -0.0111 0.0023 0.0061
Si 14.9506 12.228 10.8749 0.006 -0.003 -0.0033
Si 2.7128 16.3248 12.221 -0.0036 0.0048 -0.0021
Si 5.454 2.7253 12.2341 0.0033 0.0065 0.0017
Si 2.7263 5.445 12.2424 0.0024 0.0058 0.0061
Si 5.4473 8.162 12.2358 0.0018 -0.0005 0.0026
Si 2.7228 10.8828 12.227 0.0083 0.0038 -0.0015
Si 5.4383 13.5832 12.2336 -0.0097 -0.0174 0.003
Si 8.1662 16.3169 12.2498 -0.0085 0.0003 0.0064
Si 10.8788 2.7087 12.2194 -0.0103 -0.005 -0.0126
Si 8.1663 5.4459 12.2342 0.0028 -0.0078 -0.0064
Si 10.8812 8.1445 12.2455 -0.0052 -0.0013 -0.0048
Si 8.173 10.8673 12.2497 0.0013 0.0074 0.0037
Si 10.8819 13.5974 12.2526 0.0115 0.008 0.0013
Si 13.5973 16.3186 12.2332 0.013 0.0165 -0.001
Si -0.0232 2.7218 12.2359 -0.0001 -0.0119 0.0039
Si 13.5891 5.4428 12.2499 0.0003 -0.0058 0.0032
Si 0.0085 8.1661 12.24 0.0135 0.0105 -0.0018
Si 13.589 10.8763 12.2412 -0.0113 -0.0135 -0.0082
Si -0.0063 13.5889 12.2185 -0.018 -0.0022 -0.008
Si 1.3399 17.6737 13.5754 0.006 0.012 0.0071
Si 4.1074 4.0941 13.5924 -0.0002 -0.0139 0.0058
Si 1.3703 6.8097 13.6023 -0.0002 -0.0045 0.0082
Si 4.0849 9.5288 13.5838 -0.0085 0.0075 -0.0023
Si 1.352 12.2357 13.5782 0.0054 -0.0061 -0.0054
Si 4.0641 14.9534 13.5664 0.0032 0.0121 0.0036
Si 6.8127 17.6921 13.6012 0.0029 0.0077 0.0065
Si 9.5292 4.0723 13.5721 0.0089 -0.0034 -0.0076
Si 6.8185 6.8119 13.5984 0.0051 -0.0054 0.0024
Si 9.5303 9.4972 13.6133 0.0078 -0.0007 -0.0023
Si 6.8077 12.2301 13.5959 -0.0069 0.0038 0.0039
Si 9.5274 14.9608 13.6172 0.0027 -0.0043 0.0004
Si 12.2327 17.6811 13.5888 -0.0054 -0.0002 0.003
Si -1.3849 4.0755 13.6102 0.0013 0.0058 0.0049
Si 12.2359 6.7968 13.6232 -0.0193 0.0064 0.0014
Si -1.366 9.521 13.5898 -0.0044 0.0089 0.0004
Si 12.2313 12.2264 13.6148 0.0061 -0.0025 0.0059
Si -1.369 14.9396 13.5731 0.0111 -0.0053 -0.008
Si -0.0092 16.2859 14.927 -0.0067 0.0058 -0.0076
Si 2.7132 2.7271 14.9003 -0.0231 -0.0036 -0.0061
Si -0.0168 5.4555 14.9424 0.0124 0.011 -0.0045
Si 2.7361 8.1819 14.956 0.0026 0.0024 0.0106
Si -0.0172 10.8919 14.9405 0.0011 -0.0049 -0.0064
Si 2.691 13.612 14.9306 -0.0102 -0.0033 0.002
Si 5.4387 16.3001 14.91 -0.0083 -0.0076 -0.0014
Si 8.1814 2.7448 14.9572 -0.018 0.0027 0.0036
Si 5.4749 5.4562 14.963 0.001 -0.0156 0.0066
Si 8.1805 8.1439 14.9904 0.0026 0.0012 0.0122
Si 5.4503 10.8684 14.953 0.0122 0.0048 0.0055
Si 8.1677 13.5823 14.9609 -0.0018 0.0046 0.0069
Si 10.8883 16.3357 14.9726 0.0015 -0.0014 0.0063
Si 13.5613 2.717 14.9756 0 0.0122 0.0073
Si 10.8758 5.4042 14.9569 -0.0085 -0.0045 -0.0003
Si 13.6087 8.1696 14.9671 0.0005 -0.0031 0.0104
Si 10.8887 10.8447 14.9821 0.0078 -0.0043 -0.0003
Si 13.59 13.6052 14.9536 0.0009 0.0001 0.0038
O 2.3261 5.2343 29.2028 -0.0655 -0.013 -0.2021
O -1.1872 9.2342 28.4274 0.5901 0.085 -0.2167
O 5.054 19.291 26.0626 0.288 -0.0255 -0.1669
O 13.4434 12.0627 24.3641 -0.1703 -0.3188 0.1774
O 4.0121 12.3218 20.7948 -0.116 -0.1762 0.2034
O 11.3891 12.6861 23.0568 -0.2368 0.4649 0.1245
O 11.1158 17.87 28.277 -0.2302 -0.1623 -0.3868
O 2.4074 14.2076 21.6675 -0.0669 -0.1176 0.3287
O 7.683 16.1724 29.0813 -0.1778 -0.1256 -0.5623
O -1.3151 17.697 20.8536 0.1163 -0.1199 0.4464
O -0.5156 7.9583 26.1925 -0.0828 -0.0753 -0.4382
O 10.2316 11.0948 21.3913 -0.5635 0.1661 -0.0882
O 9.3981 19.8688 28.1488 -0.2615 -0.0293 -0.2524
O 1.4384 4.0322 20.6291 0.208 0.0244 0.2183
O 12.142 6.2319 28.4582 0.1836 0.0667 -0.1192
O 1.407 9.4966 20.7677 -0.0237 -0.0579 0.4364
O 4.8339 13.3778 29.1494 0.2331 -0.0422 -0.404
O 0.1536 12.5199 28.474 0.0771 -0.2449 -0.0561
O 3.876 9.4231 28.3671 0.4342 -0.1554 -0.1014
O 3.5916 17.5041 27.3154 0.0289 -0.0593 -0.064
O 13.6901 13.3319 21.9793 0.5799 -0.1627 0.2237
O 8.8398 15.4619 25.995 -0.3596 0.2173 0.4699
O -0.523 5.4501 21.4888 -0.0798 0.3303 0.1505
O 12.0723 15.0367 20.8793 -0.1368 -0.0195 0.0817
O -0.3295 11.9238 24.4404 0.3937 0.6211 0.1655
O 4.4534 8.3022 26.2376 -0.1127 -0.2234 -0.5407
O 6.2813 11.3072 28.3937 -0.1243 -0.2541 -0.176
O -0.503 18.9091 28.9247 0.0732 0.097 -0.51
O 0.4961 6.616 28.1146 -0.6022 0.0394 -0.239
O 0.542 14.0187 26.3839 0.0702 0.0578 -0.1518
O 12.9543 5.9286 26.0309 -0.1347 -0.2415 -0.4423
O -1.7103 12.8007 26.5856 -0.6106 0.1947 0.1476
O 8.3497 11.5135 26.911 -0.4406 0.5473 -0.1955
O 3.1955 18.6567 21.4515 -0.0588 0.0761 0.1427
O 4.3454 11.1042 23.9692 -0.1235 -0.1472 0.1494
O 12.2736 9.5544 20.7697 -0.1523 0.2075 0.4165
O 8.429 13.2636 21.6523 0.3238 -0.1507 0.0701
O 2.9929 20.4497 24.7903 -0.2601 -0.2779 0.335
O 8.0962 18.4915 21.7078 -0.346 0.0132 0.2184
O 4.6441 7.0728 23.7448 -0.1734 0.3661 0.2416
O 6.6346 4.0896 20.8218 -0.0601 -0.1494 0.4979
O 10.0274 16.6958 21.491 0.0716 -0.2307 0.3486
O -1.6585 10.312 26.0083 -0.1975 -0.0202 -0.0645
O 0.5522 16.0697 21.7112 -0.0597 -0.0663 0.36
O 10.3608 15.2465 23.9379 0.1226 -0.2028 -0.4923
O 7.6252 5.3099 29.0507 -0.0403 -0.1261 -0.2562
O 5.4212 10.3132 21.6247 0.228 -0.4041 -0.1421
O 10.3364 8.0061 29.2222 0.0305 0.1541 -0.3672
O 8.2419 16.6297 23.53 -0.5797 0.0436 0.174
O 1.1731 16.9828 28.0786 -0.4137 0.1273 -0.3192
O 6.004 17.98 28.1745 0.0798 -0.1314 -0.4607
O 8.9166 8.7079 24.4357 -0.0116 -0.1335 0.4292
O 1.9238 8.4109 26.8913 -0.1259 0.1441 0.098
O 13.183 19.3828 21.6663 -0.3115 -0.2697 0.267
O -2.1431 8.0631 21.8078 -0.0265 -0.2059 0.1289
O 9.7015 14.5881 28.3067 0.4004 -0.2786 0.2204
O 9.0527 11.7016 23.6397 -0.2714 -0.1831 0.5988
O 10.4456 10.3121 26.0807 0.3984 -0.2217 0.2842
O 11.4416 15.3397 26.3236 0.5491 0.116 0.5388
O 6.3468 6.7011 25.8351 0.2306 -0.3357 0.251
O 4.5881 5.632 21.5658 -0.0973 -0.0228 0.3164
O -1.2885 14.7152 28.2336 0.1396 0.3983 -0.2678
O 10.0765 18.508 23.3453 0.0795 0.6098 -0.1982
O 7.9024 14.0793 24.0574 -0.7226 -0.0313 0.3291
O -2.0943 20.9267 28.119 0.3806 0.141 -0.4093
O 13.0224 16.1976 29.0751 0.0111 -0.1359 -0.475
O 13.2672 8.3376 26.8819 -0.346 0.1722 0.3135
O 1.8005 10.7357 23.7547 0.2173 -0.463 -0.3707
O 12.8729 14.6516 24.1351 0.5998 0.299 0.103
O 7.2046 6.8761 23.4542 0.2033 -0.3427 -0.2003
O 3.3001 7.9197 21.6099 0.3377 0.4666 0.1475
O 3.0219 15.1632 28.4569 -0.1874 -0.201 -0.1443
O 2.8851 16.5232 22.9269 0.1748 -0.1712 0.2862
O 3.0329 10.6154 26.1299 0.0407 0.302 0.1666
O 6.7797 15.0596 20.754 0.1535 -0.0198 0.4544
O 11.1941 7.8892 25.3112 -0.3103 -0.3291 -0.0449
O 5.9057 7.2375 28.3232 -0.4763 0.1578 -0.0008
O 5.1465 16.897 21.6832 0.4522 -0.1728 0.3059
O 10.8129 11.7813 28.2285 0.0013 -0.115 0.1012
O 5.5844 4.7056 24.2205 0.2061 -0.2896 -0.1407
O 1.459 6.1413 25.6457 0.0207 -0.1587 0.0623
O 0.0227 11.3827 21.8371 -0.0299 0.5224 0.1724
O 2.4656 15.5845 26.0052 0.3848 0.3107 -0.2704
O 11.903 20.2054 27.3727 0.2411 -0.1847 -0.2245
O 11.0647 10.0214 23.628 0.6046 -0.3152 0.0235
O 10.4132 18.7615 25.897 -0.5504 -0.2847 -0.2166
O 11.6377 5.1359 21.9558 -0.108 0.0035 0.3081
O 9.6997 6.7652 21.0022 -0.1028 -0.0701 0.4693
O 13.0421 10.6776 29.1341 -0.0673 -0.1429 -0.2062
O 8.1502 8.6891 21.8567 -0.2518 0.2749 -0.0374
O 0.402 4.5266 23.8724 -0.0234 -0.4839 0.3339
O 12.1196 19.8208 24.0656 0.2983 0.325 0.3904
O 4.5101 18.5859 23.6461 0.5254 -0.0171 0.1651
O 6.8096 9.2304 26.8142 0.155 -0.0497 -0.3169
O 1.1794 14.782 23.904 -0.4379 0.0707 -0.0403
O 10.1768 13.1056 26.1493 0.289 -0.1432 -0.4744
O -2.2691 4.9475 23.283 -0.0044 0.076 0.4796
O 4.1403 19.8405 28.402 0.262 0.3418 -0.1615
O 8.4488 9.7658 28.723 0.1862 -0.0132 0.0027
O 6.5294 12.0946 23.146 -0.1974 0.4414 0.1948
O -0.6281 9.4892 23.4775 -0.1276 -0.2796 0.3079
O 2.3812 5.9839 23.085 -0.343 0.2733 -0.4385
O 2.6498 12.9614 25.0703 0.4091 0.1833 -0.1427
O 13.5625 7.9891 24.3202 -0.3947 0.3224 -0.28
O 6.5133 9.4756 23.789 -0.1118 -0.1285 0.5643
O 12.0698 17.1917 24.5321 0.6578 0.1558 0.1095
O -0.5367 6.9164 23.5636 0.2947 0.2534 0.4019
O 2.012 10.841 29.3126 0.185 0.0905 -0.3037

Results
total energy: -82020.890 eV
total energy less fixed offsets of O -438.35, Si -107.03 eV per atom: -1.370 eV
